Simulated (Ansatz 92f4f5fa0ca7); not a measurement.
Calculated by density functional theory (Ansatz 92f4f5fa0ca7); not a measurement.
Periodic cell of 254 atoms, Si144O106N4, from a study of silicon, its oxide and their interface. The atomic structure is a simulated model.
Doubt: the cutoff is far below the 930 eV that the study's wrapper takes by default for these files, so forces and energies are approximate.
This geometry differs little from another in the collection (a relaxation step or a small displacement).

Settings
functional: PBE
potential files: Ansatz PAW
basis: plane waves
wave-function cutoff: 580 eV
density cutoff ratio: 5
exchange-correlation grid ratio: 1
k mesh: 1 x 1 x 1, Gamma-centred
self-consistency stop: 5e-08 eV per atom in the density residual
occupations: fixed
spin: none
net charge: 0

Cell vectors (angstrom)
a 10.938 0 0
b 0 10.938 0
c -2.638 -4.898 35.3166

Atoms and the computed forces on them: element, x, y, z (angstrom), force x, y, z (eV/angstrom)
Si -1.4038 -6.0179 28.0147 -0.103 0.0714 -0.338
Si 1.6616 -3.9291 27.897 -0.0853 -0.0892 -0.3052
Si -1.583 -0.6936 27.9214 0.0008 -0.0676 -0.2835
Si 1.6186 -9.4593 27.5226 -0.0308 -0.056 -0.1547
Si -6.9447 -6.068 27.8943 -0.0581 0.0936 -0.2625
Si -3.6584 -3.7209 27.9668 0.1242 -0.0691 -0.3416
Si 3.969 -0.6784 27.6907 0.0527 -0.0842 -0.1885
Si -3.8047 -9.3824 27.7238 0.1028 0.0275 -0.2424
Si 0.1318 -4.9404 29.376 0.0747 0.0527 -0.0075
Si 2.7892 -2.1952 29.0774 0.0038 -0.0445 -0.109
Si 0.1169 -10.4513 29.0762 -0.1307 -0.0061 -0.0835
Si 2.7469 -7.739 28.995 -0.0021 -0.1018 -0.1216
Si -5.3823 -4.8728 29.1612 0.0882 -0.013 -0.0909
Si -2.6445 -2.1788 29.3766 0.0181 0.0622 -0.0394
Si 5.541 0.4816 29.0933 -0.1104 0.0411 -0.07
Si -2.6325 -7.7405 29.0536 -0.0916 -0.0093 -0.0725
Si -1.2314 -3.5296 30.629 0.0163 -0.0065 0.1178
Si 1.4598 -0.8347 30.5039 0.0718 0.0437 0.0044
Si -1.2314 -9.0277 30.4795 -0.0198 -0.0444 -0.0139
Si 1.5152 -6.3736 30.5518 0.0437 -0.002 0.057
Si 4.1948 -3.499 30.5128 -0.0417 -0.0491 0.0006
Si 6.8811 -0.7882 30.575 0.0093 0.0275 0.1032
Si 4.186 1.9227 30.4513 0.014 -0.0208 0.0351
Si -3.9922 -6.3089 30.4771 0.1191 0.0849 0.0093
Si -2.638 -4.898 31.8983 -0.1272 -0.3779 -0.0028
Si 0.0965 -2.1635 31.8983 0.3098 0.2762 0.54
Si -2.638 -10.367 31.8983 0.092 0.1061 -0.1588
Si 0.0965 -7.6325 31.8983 -0.0591 -0.3484 0.101
Si 2.831 -4.898 31.8983 0.2012 -0.1591 -0.1963
Si 5.5655 -2.1635 31.8983 -0.3089 0.0105 0.3294
Si 2.831 0.571 31.8983 0.0075 -0.0893 -0.4002
Si 5.5655 -7.6325 31.8983 -0.1379 -0.0863 -0.4216
Si 1.3673 -1.3673 3.418 -0.0203 0.3098 0.3028
Si 4.1018 1.3673 3.418 0.0173 0.0253 0.1178
Si 1.3673 4.1018 3.418 -0.3889 -0.0811 -0.6414
Si 4.1018 -4.1018 3.418 0.2748 0.5798 -0.3374
Si 6.8362 -1.3673 3.418 0.0058 -0.1221 0.0825
Si -1.3673 1.3673 3.418 0.1742 -0.2051 -0.0687
Si 6.8362 4.1018 3.418 0.119 0.0579 0.1605
Si -1.3673 -4.1018 3.418 -0.2048 0.0534 0.2997
Si 2.7436 0.0485 4.8424 -0.0616 -0.0674 -0.0107
Si 5.4671 2.7484 4.7901 0.0253 -0.0637 -0.062
Si 2.6 5.6103 4.6438 -0.0844 0.031 0.0449
Si 5.5053 -2.7498 4.8359 -0.0147 -0.1011 0.0657
Si -2.7974 0.0664 4.7833 -0.0496 0.0236 -0.0277
Si 0.0964 2.6663 4.7682 0.0441 -0.0159 0.0343
Si 8.2016 5.4606 4.8396 -0.0075 0.0426 -0.018
Si -0.0603 -2.6613 4.8007 -0.0831 0.0131 -0.0829
Si 1.5152 1.4749 6.3159 -0.0144 0.0598 0.4921
Si 4.0128 4.2637 5.815 0.0895 0.0173 0.2992
Si 1.3707 -3.9624 6.1277 0.0758 0.0195 0.3368
Si 4.2039 -1.2391 6.1629 0.0647 -0.0829 0.1597
Si -4.0873 1.4535 6.2588 0.016 -0.0172 0.2166
Si -1.2726 4.0337 6.0429 0.0492 0.037 0.0706
Si 6.8062 -4.1832 6.3299 -0.1227 -0.0289 0.3612
Si -1.4395 -1.2685 6.1536 -0.0736 0.0085 0.1719
Si -0.2365 0.3291 7.4742 -0.0062 0.012 0.2046
Si 2.9343 3.5584 7.7533 -0.3381 0.5204 -0.8139
Si 0.2794 -5.6929 7.2989 -0.0692 0.0611 -0.0486
Si 3.0309 -2.793 7.4307 -0.0133 0.0286 -0.0468
Si 5.6981 -0.0863 7.6917 0.0362 0.1359 -0.1585
Si -2.4178 2.6052 7.5321 0.0289 -0.0344 0.0322
Si 4.8827 5.5883 7.5129 0.0916 0.3368 -0.4961
Si -3.0328 -2.4382 7.5508 0.0374 -0.0885 0.0501
Si -1.2708 -6.2653 33.2656 -0.0644 -0.0033 -0.0167
Si 1.4637 -3.5308 33.2656 -0.0648 0.0154 0.0009
Si -1.2708 -11.7343 33.2656 0.0191 0.0096 0.0008
Si 1.4637 -8.9998 33.2656 -0.1261 -0.0446 -0.0165
Si 4.1982 -6.2653 33.2656 0.0314 0.0891 -0.0234
Si 6.9327 -3.5308 33.2656 -0.0803 -0.0612 -0.0329
Si 4.1982 -0.7963 33.2656 -0.0062 -0.0533 0.0008
Si 6.9327 1.9382 33.2656 0.0435 0.0132 -0.0374
Si 0.0965 -4.898 34.6328 0.0493 -0.0085 -0.0299
Si 2.831 -2.1635 34.6328 0.0325 0.0389 -0.0115
Si 0.0965 -10.367 34.6328 0.0325 -0.0045 0.0045
Si 2.831 -7.6325 34.6328 -0.0137 -0.0228 -0.0275
Si 5.5655 -4.898 34.6328 0.0365 -0.025 0.0083
Si -2.638 -2.1635 34.6328 0.0402 0.019 -0.0283
Si 5.5655 0.571 34.6328 -0.0166 -0.0578 -0.0373
Si -2.638 -7.6325 34.6328 -0.0092 0.0306 -0.0164
Si 1.3673 1.3673 0.6835 -0.0428 0.0031 0.0391
Si 4.1018 4.1018 0.6835 -0.0549 -0.0603 0.0046
Si 1.3673 -4.1018 0.6835 -0.0279 0.0041 0.0451
Si 4.1018 -1.3673 0.6835 -0.0797 0.0843 -0.0134
Si 6.8362 1.3673 0.6835 0.0335 -0.0455 0.0562
Si -1.3673 4.1018 0.6835 -0.0646 0.0809 -0.026
Si 6.8362 -4.1018 0.6835 0.0164 0.0332 0.0294
Si 9.5708 -1.3673 0.6835 0.0641 -0.0296 -0.0015
Si 0 0 2.0507 -0.0605 -0.0268 -0.0028
Si 2.7345 2.7345 2.0507 0.114 0.1342 0.0071
Si 0 -5.469 2.0507 -0.0554 -0.1979 -0.0319
Si 2.7345 -2.7345 2.0507 0.1757 0.0849 -0.0231
Si 5.469 0 2.0507 -0.088 -0.1125 0.0176
Si 8.2035 2.7345 2.0507 0.1385 0.1385 0.0155
Si 5.469 5.469 2.0507 0.0013 -0.0091 0.0279
Si 8.2035 -2.7345 2.0507 0.0396 0.0653 0.0184
Si -4.2297 -4.8079 18.6127 -0.02 0.007 0.099
Si 0.8177 -0.4934 12.308 -0.1114 0.1079 0.1675
Si -0.7707 2.2245 11.9344 0.0957 -0.0464 0.0854
Si 2.7778 5.9711 21.5481 -0.0048 -0.0214 0.1353
Si 4.4138 0.0724 15.2521 -0.0026 -0.0128 -0.1108
Si -6.3689 -6.58 24.895 -0.0108 0.0772 -0.3451
Si 6.0425 -9.1907 24.7043 0.0624 0.0209 -0.2734
Si -0.1412 -9.7394 17.3485 -0.0311 0.0519 -0.0086
Si -1.0215 3.1476 15.0136 0.0379 0.0272 -0.0669
Si 5.2319 1.3789 10.6205 0.0271 -0.1986 0.218
Si -2.1853 -2.5493 25.6845 -0.1925 0.1407 -0.2252
Si -3.0929 0.5023 11.5226 0.0756 -0.1092 0.1375
Si 2.0305 -0.7612 17.0793 0.0056 -0.0049 0.0746
Si 1.1234 -1.6925 9.4907 0.0733 0.0889 -0.0926
Si 1.6359 -6.4395 23.7048 0.0779 -0.0564 -0.073
Si -3.9705 -5.511 23.37 0.0828 0.0315 -0.0265
Si -2.6792 -11.8325 20.9064 -0.0419 -0.0245 0.2691
Si 4.6328 4.3248 10.3933 -0.0187 0.0392 0.4617
Si -5.4579 -17.4066 20.9203 0.0386 0.0942 0.183
Si -2.3264 -7.939 23.7235 -0.0567 0.1159 -0.1299
Si 2.2124 7.2212 15.9331 -0.0008 -0.0024 -0.0422
Si 4.8888 -3.0273 14.5271 0.0011 -0.0089 -0.0662
Si 0.2441 -0.4766 22.2225 -0.0074 -0.1453 0.0849
Si -1.7583 -1.4922 13.1717 0.0586 0.0849 -0.0303
Si 6.0233 -4.0212 11.8315 0.0335 0.0763 0.0318
Si -6.7914 -8.8884 19.8062 0.01 -0.0285 0.2013
Si 2.57 -11.3966 20.2732 -0.0107 -0.038 0.2062
Si -1.0121 -3.9522 9.4178 -0.016 -0.0868 0.1555
Si -2.5301 -5.796 16.547 -0.0253 0.0626 -0.0551
Si 8.8374 -5.1679 12.0647 -0.0846 0.092 0.1341
Si 1.3147 -7.8585 19.2362 -0.0312 -0.0374 0.1638
Si 3.1486 1.2446 12.8473 -0.1007 0.0073 0.1116
Si -3.1068 -2.9882 15.6381 0.0113 0.0437 -0.0645
Si -1.2836 -5.1039 19.089 -0.0009 -0.0643 0.1579
Si -8.3706 -13.1057 22.6445 -0.0596 -0.0608 0.0577
Si 1.8217 -7.1299 12.0132 -0.0505 -0.0633 0.1556
Si -3.018 -2.1594 10.4933 -0.0309 -0.1107 0.1359
Si 7.1434 -2.3942 23.3259 -0.0441 -0.0694 -0.0795
Si -3.9404 -1.9536 18.3657 0.07 -0.0839 0.056
Si 0.2754 -9.1106 24.5374 -0.1006 0.131 -0.3789
Si -1.1657 -7.4538 20.7888 -0.0324 0.0326 0.1546
Si 0.4099 5.4955 14.0358 0.0437 -0.0861 -0.012
Si 4.7081 -12.1014 24.6725 0.041 0.001 -0.3952
Si -5.0502 -10.1438 17.6859 0.0352 -0.0514 0.0518
Si 7.5925 3.2318 10.488 0.0771 -0.007 0.1832
Si 1.4569 -4.7924 18.7436 0.0757 0.0673 0.183
Si -2.5866 1.5126 19.1706 0.0224 -0.0071 0.166
Si -0.1297 -4.7886 25.6596 0.0392 -0.0887 -0.1375
N 4.3329 4.3591 8.6948 -0.5104 -0.0638 -0.3919
O -1.0773 -5.2265 13.3455 -0.0756 0.0138 -0.098
O 1.015 6.7226 14.924 0.0066 0.0176 0.0232
O -2.8165 -6.418 24.1117 0.0114 -0.0251 0.0596
O -2.654 -4.9961 27.6704 0.0117 0.0125 0.301
O 0.3194 -0.4433 8.8277 0.0417 -0.0011 -0.0676
O -3.0594 0.6304 20.4654 -0.0219 0.0488 -0.1072
O 1.5142 -5.7757 12.8695 0.0176 -0.0001 -0.0486
O -2.6493 -10.5037 27.3289 0.0274 0.0107 0.3593
O 1.11 4.5725 18.6932 -0.0606 0.0309 -0.0839
O 3.1422 0.1236 16.2749 -0.0214 0.0184 0.0427
O 2.9227 0.5094 27.1977 -0.0464 0.0106 0.255
O 0.8534 -3.7414 26.4608 0.1003 0.0623 0.1523
O 1.4956 4.3997 8.0614 0.4653 -0.3149 0.0569
O -1.3246 1.4583 8.0584 0.0529 -0.0825 -0.3048
O 2.1526 -0.0248 13.0974 0.0313 0.0156 -0.0668
O 5.9633 -0.6888 18.3865 -0.0504 0.0029 -0.0288
N -2.3317 1.987 11.1601 -0.1253 -0.0868 -0.1591
O 0.1708 0.5692 23.4838 0.0356 0.0676 0.1371
O -2.3319 -7.9335 19.7496 -0.0005 -0.0281 -0.1189
O 5.2498 -8.0666 20.685 -0.0445 -0.0532 -0.0532
O -2.7661 -4.4604 19.2664 0.0302 0.0215 -0.0285
O -10.9533 -10.151 11.7508 -0.0067 -0.0065 -0.0236
O 2.2478 -4.4989 17.3617 0.0043 -0.0165 0.0041
O -1.5728 -7.8805 22.2856 0.0165 -0.0129 -0.024
O 6.2286 0.6169 11.6664 -0.0043 0.0593 -0.1553
O -1.0224 -5.8569 20.5262 -0.0175 0.0183 -0.1143
O -2.3511 -2.1629 14.4852 -0.0375 -0.0289 0.063
O 2.5638 -1.9223 8.7646 -0.0536 -0.0204 -0.0643
O -3.5951 -8.9706 23.7296 -0.0682 -0.081 0.0872
O -3.7589 -1.5186 21.959 -0.0024 0.0247 -0.0288
O 5.213 0.6819 9.1122 0.0408 -0.13 -0.107
O 6.6998 -1.375 8.0286 0.0839 0.053 -0.1121
O 4.05 -3.9716 7.9741 0.1835 -0.2605 -0.0912
O -4.0229 -16.5852 17.2147 -0.0006 -0.0399 -0.0132
O 1.9662 -2.1829 16.3343 -0.0374 0.0267 0.0119
O -1.1972 -1.5861 26.567 0.0398 0.1064 0.1806
O -10.6832 -8.1749 20.4377 0.0508 0.0042 -0.0886
O 3.2975 -1.3618 23.8669 0.0258 0.0376 0.108
O -1.4244 -6.0448 17.7352 0.0064 -0.0289 0.0311
O 2.3658 -4.4482 20.0596 -0.0435 0.0299 -0.1785
O 0.5269 -0.188 16.8646 0.0236 -0.0182 -0.0118
O -1.2179 -11.8162 21.6262 0.031 0.0151 -0.0573
O 1.0769 -8.8735 17.9984 0.0197 -0.0031 -0.0528
O -1.4115 -3.8981 25.2235 0.0533 -0.0336 0.0319
O -1.2474 -10.0592 18.4964 0.038 -0.0213 -0.0569
O -3.1154 -2.0334 16.9588 0.0103 0.0227 0.0163
O -2.8147 -1.7782 19.5436 -0.0297 -0.0303 -0.1638
O -3.5861 -2.9204 26.4948 -0.0812 -0.1002 0.2268
O -2.4023 3.9353 15.4554 -0.033 0.0143 0.0717
O 1.1601 -10.8861 20.9583 0.0396 0.069 -0.0958
O 2.3912 -11.7651 18.6884 -0.0103 -0.0298 -0.1258
O 0.3571 -3.1019 9.2785 0.0544 -0.0321 -0.0051
O 0.8848 -9.4047 26.0251 0.1461 0.0663 0.4503
O -8.6406 -8.3175 13.0352 0.0228 0.0088 -0.0312
O 4.5148 -1.3804 26.2817 -0.097 0.0871 0.4369
O 6.302 -3.3835 15.2443 -0.0341 -0.0073 0.0288
O 2.8472 -7.9284 19.7335 -0.0397 -0.0075 -0.0622
O 3.665 -3.8673 15.2016 -0.0024 -0.0238 0.0362
O -4.8755 -14.2449 18.4794 -0.0018 0.002 -0.0006
O -11.0819 -12.2575 13.3373 0.0367 -0.0026 -0.0771
O 1.7126 -6.069 22.1141 0.0155 -0.0004 0.035
N -2.3694 -2.9568 9.1099 -0.2787 0.1663 -0.2937
O 7.4305 -4.4664 12.5588 0.0795 -0.0822 0.0256
O 2.8805 -4.9403 27.4137 0.0099 -0.0461 0.3754
O -7.8768 -6.2039 24.4503 0.0227 0.0131 0.0915
O -5.2213 -10.3446 16.0836 -0.0074 0.0282 0.0211
O 5.3149 -5.2311 10.9826 -0.0942 -0.1435 -0.1964
O 4.706 -6.6035 26.5113 -0.0616 0.0133 0.3036
O -2.2268 -4.337 15.8725 0.0132 -0.0397 -0.0085
O 3.1049 -6.8493 11.0262 0.1323 0.0008 -0.0992
O -6.7213 -5.7027 21.5711 0.0019 0.0096 -0.0516
O -1.1148 2.5621 13.5004 -0.0156 -0.0181 -0.0297
O 0.2208 4.2199 15.0492 -0.0088 -0.0205 0.0334
O -1.2278 -8.507 24.7801 0.0753 -0.027 0.1602
O 1.3044 -1.4168 11.0718 0.0503 -0.0754 -0.0968
O 7.8899 3.3667 8.8703 0.0183 -0.0346 -0.0706
O -0.0248 6.8768 18.8676 0.0082 -0.0359 -0.0534
O -0.8607 -5.1914 8.3875 0.0398 0.062 -0.0729
O -1.1553 -4.5618 10.9002 0.1482 -0.0158 -0.0024
O -2.6511 -1.7808 24.318 0.1474 -0.0697 0.2932
O 6.4292 -2.7786 10.8281 0.0565 0.0422 0.0145
O 1.224 -7.9989 23.8215 -0.0039 -0.0343 0.0647
O 2.8331 -3.7674 22.6607 0.0145 0.0051 -0.0228
O 7.4273 -3.9829 23.0591 -0.001 -0.0165 0.0183
O -9.9723 -12.779 22.7858 0.0399 0.0188 -0.0478
O 5.765 -5.7476 19.5068 0.0254 0.0375 -0.1577
O -5.2524 -2.2867 24.0252 -0.0509 0.0143 0.0921
O -7.2125 -10.2757 20.5286 0.0091 0.0535 -0.0639
O -4.2095 -6.2721 21.9407 -0.0626 -0.0657 -0.0563
O -0.7825 -9.0025 16.0552 0.0192 -0.0182 0.0374
O -5.313 -5.4874 24.2932 -0.0464 -0.0213 0.0985
O -0.5544 -6.0922 26.5808 -0.0757 -0.0856 0.2059
O 5.3677 0.305 24.4089 -0.0169 0.0194 0.1064
O 0.546 -5.4249 24.3371 -0.1304 0.1511 0.1714
O 0.3533 3.3239 11.3673 -0.0041 0.0161 -0.0586
O -3.6804 -9.3278 17.9833 -0.0447 0.0199 -0.0777
O 3.7572 1.235 11.3208 0.0338 0.0068 -0.197
N 5.8195 3.0312 10.6674 -0.0411 0.0553 -0.1242
O -2.0392 -2.3578 11.8165 -0.0809 -0.0522 -0.1478
O -2.7372 4.4565 11.3491 0.0239 0.0938 -0.0002
O 3.0877 -12.6625 21.156 0.0229 0.0508 -0.1005
O -6.2592 1.6821 18.3162 0.0385 -0.0113 -0.1091
O -2.5162 -0.0631 12.943 -0.0522 0.0232 -0.0909
O 4.9285 -8.0623 24.3194 -0.0164 -0.0471 0.1097
O 4.2627 1.1289 14.0159 0.0361 -0.0185 0.0621
O 4.9837 -3.4859 12.9588 -0.0111 0.0343 0.0234
O -6.3119 -12.3626 14.6457 0.0154 0.0218 0.0053
O -4.461 -8.9687 26.2647 0.0753 -0.0291 0.3391
O -2.9372 -0.5491 10.2698 0.0576 0.0527 0.0767

Results
free energy: -153371.105 eV
free energy less fixed offsets of N -385.13, O -568.88, Si -635.61 eV per atom: -1.465 eV

The program warned: the cutoff lies below the one the program advises for these potential files; the exchange-correlation potential is rough where the density is thin.
